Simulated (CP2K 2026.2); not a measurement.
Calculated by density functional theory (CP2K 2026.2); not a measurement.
Periodic cell of 534 atoms, Si358O176, from a study of silicon, its oxide and their interface. The atomic structure is a simulated model.
Doubt: the forces sum to 2.08 eV/angstrom along one axis rather than to zero, so they err by at least 0.0039 eV/angstrom per atom on average; the grid cutoff is modest.

Settings
functional: PBE
method: Gaussian and plane waves
basis set: DZVP-MOLOPT-SR-GTH
pseudopotentials: GTH-PBE
grid cutoff: 350 Ry, relative cutoff 50 Ry
k points: Gamma only
occupations: fixed
spin: none
net charge: 0

Cell vectors (angstrom)
a 16.4025 0 0
b 0 16.4025 0
c 0 0 35.7356

Atoms and the computed forces on them: element, x, y, z (angstrom), force x, y, z (eV/angstrom)
Si 16.024 16.182 35.302 -0.539 0.15 0.125
Si 3.243 2.419 35.444 -0.073 0.45 0.229
Si 15.77 4.934 35.194 0.15 0.046 0.232
Si 2.481 8.256 35.735 0.253 0.461 0.393
Si 0.102 11.29 0.141 -0.226 0.02 0.206
Si 2.821 13.539 0.678 0.201 0.049 0.221
Si 5.207 16.297 0.015 0.164 -0.203 0.241
Si 8.915 1.866 0.167 -0.026 0.166 -0.252
Si 5.687 5.582 35.153 0.305 -0.221 0.047
Si 8.198 8.354 35.602 -0.018 -0.059 0.046
Si 4.882 11.344 0.193 0.036 0.159 -0.134
Si 8.538 12.733 35.583 0.248 0.104 -0.089
Si 10.685 0.354 0.558 0.385 -0.323 0.078
Si 14.01 2.085 0.017 -0.465 -0.271 0.495
Si 11.388 5.735 35.328 0.024 -0.208 -0.109
Si 13.214 8.781 0.118 0.057 0.102 -0.165
Si 10.921 10.845 0.552 0.165 0.12 -0.336
Si 13.901 13.179 0.177 -0.314 0.007 -0.033
Si 1.67 1.546 1.322 0.281 -0.239 0.27
Si 4.305 4.182 0.911 -0.213 -0.063 0.03
Si 1.221 6.819 1.292 -0.35 -0.256 -0.289
Si 3.822 9.702 1.489 -0.25 -0.225 -0.231
Si 1.344 12.254 1.858 0.184 -0.076 -0.281
Si 4.183 15.059 1.723 -0.034 0.024 -0.272
Si 6.967 1.093 1.217 -0.427 -0.068 -0.064
Si 9.514 3.873 1.285 -0.019 0.007 -0.045
Si 6.844 6.806 1.12 0.096 0.336 0.02
Si 9.522 9.386 1.579 -0.223 -0.079 -0.184
Si 6.826 12.129 1.405 -0.046 0.079 -0.107
Si 9.648 14.965 1.551 0.217 0.109 -0.171
Si 12.464 1.319 1.621 -0.121 -0.055 -0.312
Si 15.066 3.75 1.33 0.047 0.114 -0.139
Si 12.361 6.924 1.343 -0.047 0.07 0.216
Si 15.097 9.658 1.338 -0.054 -0.024 -0.306
Si 12.358 12.235 1.687 0.147 0.022 -0.159
Si 14.961 14.956 1.318 0.107 -0.293 0.009
Si 0.162 2.694 2.751 -0.022 -0.077 0.114
Si 2.776 0.077 2.876 -0.123 0.195 0.101
Si 16.36 8.167 2.736 -0.14 0.217 0.097
Si 2.743 5.388 2.475 0.22 -0.03 -0.016
Si 16.335 13.743 2.893 -0.197 0.115 0.065
Si 2.678 10.886 3.105 0.085 -0.08 0.107
Si 5.57 2.733 2.486 0.049 -0.276 -0.113
Si 8.191 16.287 2.833 -0.031 -0.122 0.116
Si 5.396 8.191 2.607 0.006 -0.087 -0.188
Si 8.173 5.383 2.585 0.026 0.113 0.079
Si 5.614 13.631 2.879 0.185 -0.142 0.001
Si 8.116 10.782 2.849 -0.132 0.019 0.2
Si 11.035 2.78 2.774 0.056 0.261 0.233
Si 13.75 16.275 2.876 -0.037 0.07 -0.038
Si 10.938 8.068 2.844 0.114 -0.144 0.229
Si 13.728 5.387 2.624 -0.074 -0.078 -0.126
Si 10.97 13.614 2.938 -0.068 0.058 -0.017
Si 13.766 10.875 2.922 0.168 0.045 0.195
Si 1.472 4.112 4.075 0.016 -0.039 -0.095
Si 4.214 1.457 4.093 -0.036 0.062 -0.165
Si 1.272 9.452 4.264 0.137 0.019 -0.003
Si 4.058 6.758 3.98 0.019 0.157 -0.172
Si 1.37 15.091 4.222 0.017 0.011 -0.165
Si 4.161 12.3 4.246 0.021 0.015 0.006
Si 6.835 4.059 4.021 -0.027 -0.006 -0.043
Si 9.602 1.356 4.091 0.03 -0.027 -0.003
Si 6.727 9.447 4.171 0.115 0.057 -0.136
Si 9.518 6.697 4.11 0.043 0.012 -0.133
Si 6.888 15.001 4.292 -0.052 -0.007 -0.064
Si 9.537 12.203 4.194 0.018 -0.045 -0.115
Si 12.365 4.145 4.142 -0.114 -0.105 -0.066
Si 15.137 1.326 4.138 0.067 0.007 -0.07
Si 12.31 9.481 4.195 0.12 -0.021 -0.08
Si 15.02 6.772 4.091 0.13 -0.055 -0.1
Si 12.329 15.007 4.276 -0.083 -0.025 -0.039
Si 15.05 12.316 4.293 -0.105 -0.039 -0.188
Si 0.007 0.014 10.988 0 -0.012 0.007
Si 2.747 2.737 11.003 -0.016 0.008 0.007
Si 0.013 5.451 11.009 0.002 -0.009 0.002
Si 2.743 8.18 11.003 0.014 0.007 0
Si 0.005 10.933 11 -0.046 0.007 0.008
Si 2.749 13.68 10.989 -0.025 -0.02 -0.014
Si 5.467 0.016 11.008 -0.013 0.014 0.006
Si 8.187 2.728 10.993 -0.016 0.032 -0.001
Si 5.468 5.459 10.996 -0.019 0.01 0.001
Si 8.184 8.173 10.981 -0.014 0.016 -0.002
Si 5.47 10.917 10.989 0.004 0.029 0.011
Si 8.198 13.664 10.998 0.001 -0.034 0.005
Si 10.931 16.399 11.003 -0.001 -0.029 0.01
Si 13.674 2.728 10.994 -0.004 -0.012 -0.002
Si 10.914 5.445 10.973 0.008 0.024 -0.006
Si 13.661 8.179 10.994 -0.02 0.007 -0.006
Si 10.919 10.918 10.997 0.026 0.014 0.005
Si 13.672 13.671 10.985 -0.005 0.019 -0.008
Si 1.369 1.377 12.362 -0.007 -0.02 -0.001
Si 4.107 4.104 12.372 0.003 0.004 -0.02
Si 1.389 6.81 12.379 -0.037 0.04 -0.001
Si 4.107 9.553 12.367 -0.014 0.005 -0.005
Si 1.377 12.321 12.352 0.031 0.052 -0.006
Si 4.091 15.058 12.375 -0.009 -0.043 0.005
Si 6.814 1.394 12.387 0.042 -0.056 0.015
Si 9.539 4.101 12.356 0.027 -0.036 0
Si 6.825 6.827 12.366 0.001 -0.005 -0.008
Si 9.534 9.553 12.346 0.011 0.022 -0.004
Si 6.824 12.3 12.358 0.015 0.004 -0.004
Si 9.557 15.038 12.374 0.007 0.014 -0.002
Si 12.296 1.371 12.362 0.041 0.004 0.005
Si 15.04 4.085 12.369 0.002 0.024 -0.004
Si 12.274 6.812 12.34 -0.014 -0.012 -0.01
Si 15.025 9.567 12.354 0.037 0.01 0.008
Si 12.289 12.31 12.338 -0.003 -0.022 -0.024
Si 15.034 15.052 12.343 -0.026 -0.054 0.005
Si 0.013 2.731 13.748 -0.006 0.004 -0.011
Si 2.73 0.038 13.752 -0.017 0.006 0.005
Si 0.005 8.197 13.701 0.01 -0.045 -0.02
Si 2.762 5.451 13.766 0.044 -0.055 0.001
Si 0.017 13.714 13.708 -0.03 -0.043 0
Si 2.747 10.949 13.708 -0.018 -0.003 -0.008
Si 5.455 2.773 13.776 -0.102 0.067 0.003
Si 8.183 0.016 13.733 -0.001 -0.008 -0.019
Si 5.472 8.188 13.748 -0.004 0.021 -0.002
Si 8.174 5.462 13.739 -0.006 0.026 -0.013
Si 5.464 13.683 13.721 -0.003 -0.032 -0.008
Si 8.184 10.928 13.727 -0.014 0.015 0.018
Si 10.901 2.732 13.711 -0.012 0.025 -0.021
Si 13.671 0.007 13.726 0.001 -0.007 0.003
Si 10.89 8.172 13.695 0.045 0.045 0.002
Si 13.635 5.444 13.7 0.019 -0.008 -0.007
Si 10.936 13.665 13.729 0.048 -0.059 0.037
Si 13.649 10.955 13.703 -0.071 0.116 0.028
Si 1.402 4.069 15.13 -0.06 -0.004 -0.033
Si 4.067 1.426 15.143 0.03 -0.06 0.017
Si 1.379 9.575 15.051 -0.037 0.045 0.038
Si 4.147 6.804 15.142 -0.021 0.005 0.059
Si 1.338 15.104 15.117 -0.002 -0.068 0.052
Si 4.111 12.308 15.087 0.001 0.049 -0.013
Si 6.808 4.151 15.16 0.068 -0.047 0.064
Si 9.532 1.395 15.099 -0.014 0.023 0.031
Si 6.823 9.569 15.115 0.009 0.04 0.041
Si 9.535 6.823 15.097 -0.003 -0.046 0.051
Si 6.801 15.07 15.095 -0.015 0.001 0
Si 9.551 12.3 15.091 -0.013 0.008 -0.005
Si 12.25 4.097 15.074 0.026 0.007 0.018
Si 15.031 1.374 15.109 -0.008 0.013 0.053
Si 12.236 9.579 15.019 0.007 -0.118 -0.018
Si 15.012 6.824 15.025 0.015 0.048 -0.039
Si 12.299 15.051 15.093 -0.029 0.018 0.045
Si 15.04 12.343 15.042 0.092 0.017 -0.011
Si 0.021 0.104 16.561 -0.043 0.004 -0.037
Si 2.729 2.745 16.618 0.021 0.115 0.094
Si 16.37 5.45 16.369 -0.03 -0.059 0.095
Si 2.754 8.211 16.415 0.163 -0.012 0.04
Si 16.367 10.922 16.38 0.038 0.101 0.182
Si 2.734 13.704 16.398 -0.042 0.046 0.115
Si 5.463 0.077 16.467 -0.06 0.003 0.111
Si 8.172 2.765 16.493 0.014 -0.013 0.149
Si 5.509 5.508 16.637 -0.065 0.124 0.102
Si 8.177 8.183 16.487 0.02 0.09 0.022
Si 5.462 10.947 16.487 0.115 -0.09 0.033
Si 8.176 13.699 16.427 -0.028 -0.038 -0.034
Si 10.873 16.4 16.441 0.11 0.024 0.002
Si 13.58 2.701 16.426 0.022 -0.063 0.032
Si 10.897 5.458 16.461 -0.05 0.005 0.084
Si 13.623 8.214 16.326 0.003 -0.016 0.144
Si 10.873 10.875 16.449 -0.04 0.066 0.114
Si 13.762 13.761 16.442 0.025 -0.089 -0.043
Si 1.324 1.44 18.078 -0.095 -0.025 0.12
Si 4.107 4.137 18.001 0.09 -0.086 -0.106
Si 1.316 6.86 17.691 -0.1 -0.107 -0.034
Si 4.158 9.499 17.851 0.004 -0.073 -0.025
Si 1.366 12.3 17.711 -0.125 -0.131 -0.259
Si 4.036 15.138 17.776 -0.042 0.033 -0.303
Si 6.805 1.429 17.912 -0.03 0.092 0.121
Si 9.536 4.118 17.889 -0.082 -0.019 -0.099
Si 6.905 6.948 18.051 0.027 -0.071 0.085
Si 9.48 9.506 17.924 -0.045 0.027 0.084
Si 6.858 12.338 17.819 0.05 0.014 -0.052
Si 9.482 15.079 17.812 -0.168 0.121 0.049
Si 12.228 1.319 17.84 0.041 -0.055 0.058
Si 14.955 4.097 17.703 0.167 0.052 -0.142
Si 12.265 6.903 17.73 0.035 0.115 -0.124
Si 14.964 9.538 17.73 0.026 0.09 -0.217
Si 12.376 12.278 17.6 0.129 -0.026 -0.15
Si 15.062 15.169 17.937 -0.083 -0.104 0.148
Si 16.15 2.883 19.309 0.14 0.205 -0.003
Si 2.777 16.383 19.37 0.061 -0.088 0.134
Si 16.292 8.114 19.05 -0.013 0.037 0.035
Si 2.727 5.695 19.135 0.041 -0.15 0.088
Si 0.132 13.718 19.132 0.081 0.078 0.215
Si 2.69 10.854 19.034 -0.163 0.097 0.157
Si 5.519 2.814 19.443 0.14 -0.084 0.367
Si 8.14 0.037 19.32 0.034 -0.04 0.269
Si 5.549 8.371 19.492 -0.204 0.138 0.115
Si 8.346 5.554 19.385 0.06 -0.146 0.276
Si 5.42 13.761 19.024 0.053 0.001 0.229
Si 8.104 10.959 19.314 0.083 0.12 0.293
Si 10.842 2.655 19.216 -0.162 -0.085 0.351
Si 13.561 0.059 19.37 -0.083 0.023 0.273
Si 10.983 8.17 19.248 0.036 -0.103 0.277
Si 13.614 5.499 18.992 -0.06 -0.042 0.115
Si 10.977 13.606 18.82 -0.016 -0.128 0.22
Si 13.642 10.959 19.066 0.106 0.094 0.355
Si 0.329 4.746 20.728 -0.059 -0.459 0.228
Si 4.388 1.095 20.732 -0.03 0.139 0.05
Si 1.033 9.714 20.287 -0.024 0.029 0.277
Si 4.111 6.849 20.595 0.027 0.428 -0.06
Si 1.848 14.545 20.621 -0.038 -0.097 0.189
Si 3.997 12.364 20.208 0.012 -0.044 0.222
Si 7.181 4.07 20.815 -0.024 0.051 -0.571
Si 9.256 1.623 20.787 -0.061 -0.018 -0.49
Si 6.287 10.309 20.894 0.163 0.006 0.063
Si 10.168 6.445 20.746 0.134 0.061 -0.182
Si 6.507 15.193 20.562 0.048 0.03 0.138
Si 10.001 12.055 20.236 -0.158 -0.104 0.038
Si 12.266 4.122 20.316 0.048 0.121 0.309
Si 14.497 1.936 20.673 -0.249 0.047 -0.118
Si 12.158 9.805 20.501 -0.187 0.149 0.006
Si 15.174 6.519 20.392 -0.162 0.226 0.123
Si 12.03 14.894 20.421 0.271 0.005 -0.085
Si 15.285 12.144 20.28 -0.039 -0.09 -0.131
Si 1.117 15.107 23.696 0.302 -0.128 0.332
Si 1.268 4.704 23.663 0.207 0.12 0.072
Si 16.085 9.928 28.516 -0.072 0.043 -0.012
Si 0.27 9.721 23.07 0.271 -0.036 0.379
Si 8.001 10.684 23.437 0.051 -0.022 0.208
Si 3.638 2.576 23.462 -0.174 0.168 0.209
Si 3.42 7.146 23.47 -0.209 0.007 0.279
Si 5.334 5.071 22.73 -0.171 0.222 0.259
Si 3.719 7.944 29.077 -0.05 0.086 -0.076
Si 9.048 10.42 26.215 0.147 0.078 0.119
Si 8.461 13.654 22.473 0.008 -0.116 -0.102
Si 14.665 11.65 26.41 0.008 0.057 0.069
Si 14.468 1.765 28.172 -0.063 -0.006 -0.035
Si 9.603 8.185 23.443 0.038 -0.03 0.103
Si 13.91 8.322 22.709 0.086 0.014 0.009
Si 12.176 7.644 25.158 0.036 -0.207 0.31
Si 10.238 16.058 22.687 0.072 -0.005 0.217
Si 0.838 2.071 27.275 0.019 -0.029 -0.022
Si 7.329 5.033 32.652 0.203 -0.213 -0.384
Si 5.789 6.157 30.329 -0.016 -0.055 -0.279
Si 2.278 9.533 25.13 0.045 0.15 -0.007
Si 2.521 10.354 28.068 -0.012 0.052 -0.038
Si 5.831 3.248 30.927 0.069 -0.334 -0.192
Si 4.438 12.54 28.509 -0.147 -0.055 0.049
Si 15.041 0.258 23.054 -0.053 -0.036 0.483
Si 0.853 7.123 28.108 0.019 0.129 -0.008
Si 11.826 11.756 26.159 -0.024 0.102 0.072
Si 7.749 12.145 32.639 0.211 0.134 -0.252
Si 11.731 2.516 27.001 0.122 -0.032 0.074
Si 14.762 3.513 30.603 -0.04 0.085 -0.186
Si 8.583 7.516 26.109 0.134 0.113 0.155
Si 0.876 12.017 24.543 0.117 -0.121 0.163
Si 13.995 13.895 22.399 -0.153 -0.317 0.231
Si 13.282 13.984 25.468 -0.197 0.043 0.367
Si 0.175 4.912 26.477 -0.053 -0.029 -0.093
Si 2.865 0.519 25.467 -0.103 0.01 0.105
Si 1.19 11.969 33.01 0.01 -0.278 -0.109
Si 14.821 5.79 28.66 -0.02 -0.004 -0.031
Si 12.535 0.377 24.813 -0.059 -0.047 0.355
Si 0.002 9.597 31.538 -0.012 -0.08 -0.21
Si 3.208 15.319 28.1 -0.182 0.009 -0.159
Si 1.04 14.537 29.799 -0.105 -0.05 -0.326
Si 7.187 11.363 28.416 0.042 -0.031 -0.023
Si 6.512 8.181 28.263 0.096 0.16 0.03
Si 14.493 13.662 30.579 -0.15 -0.056 -0.22
Si 4.628 7.245 33.858 -0.155 0.072 -0.231
Si 12.9 15.815 29.403 -0.116 -0.017 -0.108
Si 12.094 13.004 28.995 -0.061 -0.008 -0.078
Si 12.313 7.457 28.185 -0.028 0.059 0.119
Si 8.844 16.265 31.216 -0.031 -0.054 -0.072
Si 10.754 1.592 29.704 -0.103 -0.077 -0.056
Si 10.686 11.79 31.36 0.086 -0.069 -0.234
Si 0.67 4.716 32.545 0.008 0.218 -0.139
Si 2.992 2.86 32.258 0.163 0.084 -0.159
Si 13.826 9.184 32.988 -0.101 -0.038 -0.265
Si 1.768 7.617 32.856 -0.113 0.041 -0.273
Si 4.113 15.384 33.008 0.317 -0.042 -0.091
Si 2.061 0.792 29.96 0.069 0.069 -0.211
Si 7.306 13.968 30.388 0.15 0.198 -0.099
Si 11.374 8.703 31.005 0.041 0.207 -0.141
Si 6.26 9.851 33.815 0.158 0.011 -0.156
Si 9.688 6.998 33.089 0.039 0.004 -0.285
Si 10.373 0.894 33.549 -0.121 -0.141 -0.228
Si 5.999 0.218 30.965 0.247 -0.039 -0.149
Si 12.088 3.011 31.864 -0.205 -0.226 -0.315
Si 1.204 14.904 33.995 0.472 -0.355 -0.104
Si 10.892 5.502 26.589 0.083 0.038 0.003
Si 12.951 4.525 34.178 0.178 -0.012 -0.132
Si 3.39 12.912 31.33 -0.028 0.001 -0.209
Si 13.297 12.331 33.062 -0.219 0.004 -0.278
O 5.765 11.889 27.821 -0.088 -0.115 -0.265
O 14.829 0.898 34.895 0.329 -0.023 0.234
O 2.11 4.202 32.01 0.233 -0.079 0.214
O 2.804 2.505 33.844 -0.002 -0.275 0.342
O 0.23 11.151 31.969 0.048 0.271 -0.096
O 15.952 4.061 31.556 0.095 0.073 0.228
O 0.38 4.235 34.091 0.028 -0.119 0.138
O 1.601 8.372 34.315 0.283 0.107 0.402
O 15.287 12.353 35.536 -0.016 0.096 0.206
O 1.023 11.235 34.479 0.012 -0.007 0.318
O 1.795 14.29 35.396 -0.363 0.065 -0.488
O 2.519 15.689 33.302 -0.375 0.113 0.016
O 7.389 0.278 31.832 -0.058 -0.126 0.241
O 4.43 1.293 35.401 0.012 -0.115 -0.367
O 9.017 14.286 0.145 -0.068 -0.369 0.518
O 9.127 1.787 34.21 0.262 0.065 0.402
O 0.106 6.218 0.158 0.135 0.584 0.375
O 3.99 7.713 35.315 0.091 -0.215 -0.312
O 8.718 7.882 34.077 -0.19 -0.165 0.102
O 7.199 9.608 35.15 -0.049 0.026 -0.051
O 5.093 10.82 34.377 0.029 0.037 -0.005
O 3.884 12.618 35.551 0.087 -0.13 0.351
O 9.898 11.781 35.351 -0.14 0.168 0.46
O 6.927 13.294 31.823 -0.233 0.007 0.321
O 11.144 0.033 34.704 -0.226 0.112 0.041
O 10.884 12.719 30.039 -0.183 0.14 0.004
O 0.818 0.617 0.272 0.126 -0.164 -0.342
O 13.251 2.961 34.602 -0.443 0.34 -0.481
O 10.97 6.664 34.028 -0.039 0.081 0.263
O 8.841 5.665 32.606 -0.007 -0.128 0.103
O 15.327 8.847 32.482 0 -0.04 0.063
O 13.671 8.304 34.345 0.002 -0.366 -0.093
O 13.057 15.558 25.776 0.248 -0.06 -0.26
O 10.811 10.224 30.937 -0.003 0.059 0.108
O 13.156 13.221 34.426 0.121 0.373 -0.014
O 11.809 12.268 32.421 0.012 0.165 0.165
O 0.311 4.562 22.362 -0.191 -0.081 -0.248
O 1.932 4.937 20.41 0.211 0.363 -0.58
O 3.601 1.732 22.063 -0.089 -0.479 -0.336
O 2.249 3.401 23.7 -0.157 -0.153 0.231
O 0.833 9.076 24.489 -0.108 -0.189 -0.082
O 1.197 9.149 21.853 0.079 -0.208 -0.136
O 4.722 5.432 21.236 -0.17 -0.042 0.018
O 3.442 7.64 21.9 -0.058 -0.177 -0.454
O 2.966 13.361 21.089 0.106 0.009 -0.468
O 1.237 15.024 22.081 -0.101 0.108 -0.352
O 7.886 10.429 25.056 -0.358 -0.131 -0.104
O 5.035 11.409 21.115 0.332 -0.204 -0.447
O 4.845 6.315 23.707 0.371 -0.099 0.135
O 6.897 4.804 22.317 0.244 -0.337 -0.112
O 9.497 1.076 22.354 -0.113 0.152 -0.245
O 8.289 2.907 21.136 -0.014 -0.132 0.126
O 8.474 11.365 27.412 -0.099 -0.034 0.269
O 6.754 10.174 22.505 -0.247 -0.327 -0.512
O 9.729 7.192 22.163 0.079 -0.286 -0.247
O 9.243 9.713 22.954 -0.077 0.208 -0.365
O 7.086 14.245 21.812 0.013 0.33 -0.321
O 5.46 16.31 21.269 0.132 0.268 -0.518
O 9.509 13.147 21.352 -0.229 0.25 0.067
O 11.09 11.012 20.97 -0.078 0.011 -0.223
O 11.281 5.231 21.183 -0.137 -0.171 -0.554
O 13.351 3.11 21.173 0.026 -0.381 -0.327
O 15.409 1.439 21.992 -0.286 0.198 -0.319
O 16.239 16.088 24.013 -0.287 -0.054 -0.242
O 13.485 7.812 24.21 0.18 -0.009 -0.323
O 12.72 9.121 21.908 0.093 0.135 -0.24
O 14.456 7.074 21.81 -0.084 -0.04 -0.357
O 2.167 6.09 23.703 -0.108 0.024 0.169
O 12.572 13.858 21.614 -0.19 -0.151 -0.132
O 10.861 15.761 21.199 -0.107 0.099 -0.236
O 16.338 10.917 20.529 -0.158 0.058 0.105
O 14.895 12.698 21.789 -0.222 0.258 -0.005
O 2.413 15.831 24.349 -0.101 -0.204 -0.092
O 0.985 3.69 27.19 0.11 -0.059 -0.028
O 15.089 5.063 27.188 0.043 -0.256 -0.105
O 0.175 4.66 24.877 -0.147 0.068 -0.006
O 0.062 8.517 27.79 0.229 0.119 -0.066
O 6.835 4.789 34.188 -0.201 -0.067 0.397
O 0.454 11.347 23.126 -0.34 0.109 -0.171
O 2.28 11.198 24.934 0.075 0.006 0.157
O 2.502 9.379 26.741 -0.249 0.09 0.016
O 8.149 12.316 23.357 -0.152 0.052 0.181
O 3.887 1.569 24.735 0.06 -0.057 -0.182
O 1.645 14.738 28.25 -0.098 0.011 -0.048
O 4.833 3.673 23.395 0.375 0.058 -0.22
O 7.156 7.598 26.878 0.074 0.018 0.013
O 4.382 7.009 30.253 -0.288 -0.06 0.329
O 2.354 7.163 28.691 0.118 0.043 -0.06
O 12.316 8.235 26.712 -0.146 -0.068 -0.089
O 4.904 8.105 27.957 -0.11 0.1 0.068
O 6.966 9.72 28.748 0.091 0.052 0.151
O 3.229 9.508 29.295 0.203 -0.189 0.053
O 9.218 14.894 23.237 0.107 -0.073 -0.181
O 3.38 16.378 29.361 0.104 0.156 0.262
O 14.589 15.385 22.131 0.27 0.033 -0.04
O 11.817 13.243 25.473 -0.051 0.065 0.138
O 15.215 2.421 29.475 -0.015 -0.23 0.021
O 13.64 2.701 31.45 0.018 -0.018 0.087
O 8.451 7.604 24.473 -0.037 -0.075 -0.356
O 10.988 3.891 26.556 0.021 -0.001 -0.033
O 15.111 9.386 22.926 0.002 0.292 0.204
O 10.967 8.328 24.322 -0.069 0.189 -0.009
O 16.078 11.631 25.606 -0.11 -0.21 -0.276
O 11.825 6.048 25.352 -0.046 0.111 -0.203
O 10.74 1.822 28.095 -0.013 -0.16 -0.089
O 13.265 11.027 25.744 -0.115 -0.124 0.221
O 1.029 13.625 24.409 -0.104 0.157 0.069
O 1.601 1.362 26.037 0.149 0.101 -0.181
O 3.354 8.496 24.418 -0.025 -0.136 0.077
O 0.976 6.314 26.701 -0.071 0.048 0.057
O 3.527 16.108 26.711 -0.021 0.022 0.098
O 11.484 6.055 28.012 -0.123 -0.041 0.013
O 3.327 7.091 32.831 0.512 -0.064 -0.075
O 15.711 9.613 30.059 0.016 0.025 0.326
O 1.029 10.834 28.501 0.082 0.364 0.001
O 3.234 11.763 27.764 0.025 0.161 0.111
O 1.477 1.652 28.708 -0.086 -0.103 0.057
O 2.44 1.725 31.222 0.042 -0.243 0.211
O 4.372 12.299 30.149 -0.14 0.042 0.435
O 4.299 14.12 28.167 -0.022 -0.078 -0.138
O 9.863 16.185 32.469 0.02 -0.052 0.104
O 13.88 0.267 28.421 0.003 -0.141 -0.219
O 6.302 6.09 31.889 0.028 0.071 0.189
O 7.188 3.616 31.808 0.015 0.001 0.112
O 9.348 8.873 26.669 -0.056 -0.031 -0.131
O 10.479 11.002 25.687 0.085 0.101 -0.245
O 4.726 0.106 31.976 -0.357 -0.062 0.036
O 7.52 12.62 29.452 -0.032 0.172 0.202
O 11.398 16.225 23.804 -0.211 -0.093 -0.01
O 13.831 0.876 23.97 0.328 -0.124 -0.039
O 10.103 4.795 0.02 -0.123 -0.018 -0.149
O 14.168 4.804 29.778 0.019 -0.153 0.062
O 11.886 1.57 25.69 -0.164 -0.182 -0.282
O 9.378 6.125 26.458 0.014 0.151 0.162
O 9.22 12.009 31.98 -0.093 0.122 0.003
O 13.863 7.095 28.53 -0.005 -0.022 -0.243
O 11.664 8.266 29.447 0.012 0.155 0.024
O 13.931 13.7 24.008 0.181 -0.243 -0.495
O 14.266 13.262 26.592 0.017 -0.101 -0.214
O 15.67 1.641 27.081 -0.153 -0.235 0.024
O 12.214 4.428 32.674 0.194 0.372 0.045
O 0.957 16.058 30.428 -0.233 0.063 0.408
O 11.838 0.428 30.088 0.19 0 0.156
O 4.548 3.22 31.943 -0.234 0.313 0.209
O 14.389 13.068 32.086 0.162 0.028 0.281
O 14.417 5.307 34.301 0.006 0.03 0.154
O 0.759 6.352 32.592 -0.03 -0.066 -0.166
O 16.31 6.282 29.157 0.033 0.04 0.072
O 16.001 13.788 29.945 0.004 -0.144 -0.107
O 2.169 13.646 30.539 -0.072 0.168 0.055
O 2.701 11.827 32.35 0.08 -0.096 0.327
O 1.388 8.716 31.682 -0.101 -0.116 0.052
O 8.729 14.803 30.472 -0.116 -0.159 -0.168
O 6.843 7.051 29.426 0.015 -0.078 0.162
O 6.197 15.206 30.066 -0.024 -0.075 0.24
O 5.076 15.399 34.349 -0.083 -0.128 -0.022
O 5.629 8.442 33.285 0.001 -0.011 -0.355
O 14.905 10.759 27.764 -0.104 -0.012 0.221
O 5.916 1.732 30.249 -0.28 -0.008 0.14
O 5.645 4.546 29.889 -0.104 0.013 0.232
O 12.118 14.605 28.593 0.285 0.109 -0.104
O 4.23 13.948 32.253 0.061 -0.105 0.162
O 7.8 12.733 34.142 -0.561 -0.029 0.096
O 7.056 10.654 32.62 -0.09 -0.163 0.245
O 13.226 2.712 27.656 0.137 0.251 -0.048
O 13.806 15.149 30.583 0.152 -0.049 0.236
O 0.781 13.567 33.096 -0.273 0.37 -0.106
O 13.576 12.678 29.629 0.177 -0.178 0.258
O 12.759 8.696 31.857 0.03 0.14 0.125
O 10.247 7.763 31.741 -0.208 -0.062 0.563
O 11.172 2.982 30.485 0.254 0.176 0.094
O 11.417 1.881 32.808 0.403 0.037 0.225
O 11.971 9.855 35.426 0.129 -0.295 0.362
O 9.295 1.026 30.154 0.209 0.138 0.203
O 11.813 11.974 27.774 -0.2 -0.21 0.252
O 13.756 10.784 33.308 0.113 -0.043 0.126
Si 0.027 0.02 5.598 0.025 -0.02 0.063
Si 2.802 2.756 5.482 0.052 0.013 0.034
Si 0.044 5.443 5.454 0.004 0.06 -0.031
Si 2.741 8.095 5.495 -0.079 -0.024 -0.035
Si 16.398 10.903 5.612 -0.014 0.021 0.013
Si 2.751 13.682 5.549 0.04 0.054 0.04
Si 5.486 0.033 5.525 0.014 -0.035 0.014
Si 8.208 2.721 5.458 -0.003 0.005 -0.143
Si 5.45 5.433 5.408 0 -0.083 -0.113
Si 8.178 8.109 5.481 -0.059 -0.023 0.022
Si 5.462 10.873 5.578 0.022 0.016 0.038
Si 8.244 13.604 5.597 -0.046 0.03 0.003
Si 10.931 0.017 5.546 0.093 0.033 -0.075
Si 13.723 2.719 5.473 0.015 0.06 -0.023
Si 10.933 5.429 5.513 0.031 -0.001 0.038
Si 13.682 8.119 5.535 -0.114 -0.026 -0.032
Si 10.932 10.862 5.546 -0.006 0.022 0.016
Si 13.665 13.641 5.642 -0.043 -0.051 0.003
Si 1.424 1.405 6.891 -0.014 -0.049 -0.03
Si 4.129 4.112 6.867 -0.056 -0.011 -0.02
Si 1.37 6.783 6.887 0.062 -0.032 0.006
Si 4.072 9.498 6.891 0.021 0.05 -0.032
Si 1.392 12.292 6.922 0.039 -0.06 -0.019
Si 4.117 15.063 6.902 -0.101 0.045 -0.02
Si 6.861 1.38 6.883 -0.001 -0.043 -0.021
Si 9.562 4.066 6.866 0.069 -0.036 -0.022
Si 6.802 6.77 6.842 0.056 0.041 -0.016
Si 9.539 9.491 6.878 0.051 0.024 -0.052
Si 6.84 12.253 6.931 0.035 -0.028 -0.004
Si 9.587 15.026 6.919 0.017 -0.053 0.014
Si 12.329 1.384 6.879 -0.042 -0.019 -0.048
Si 15.078 4.088 6.855 0.003 -0.078 -0.042
Si 12.29 6.788 6.898 0.003 0.046 0.012
Si 15.02 9.512 6.925 -0.003 0.055 0.001
Si 12.277 12.248 6.939 -0.001 0.026 0.001
Si 15.051 15.041 6.944 -0.008 0.009 0.002
Si 0.03 2.743 8.253 0.014 0.034 -0.005
Si 2.753 0.021 8.27 0.024 -0.024 0.007
Si 0.013 8.16 8.27 0 0.043 -0.013
Si 2.748 5.442 8.256 -0.032 0.011 0.019
Si 0.019 13.662 8.284 -0.018 0.001 -0.006
Si 2.743 10.899 8.271 -0.03 0.031 0.019
Si 5.483 2.742 8.243 0.011 0.005 -0.003
Si 8.205 16.401 8.263 0.005 0 0.006
Si 5.464 8.15 8.24 -0.025 0.004 -0.005
Si 8.186 5.433 8.225 -0.031 -0.001 0.007
Si 5.476 13.668 8.261 -0.005 -0.032 0
Si 8.206 10.881 8.27 -0.008 0.046 0.004
Si 10.938 2.723 8.25 0 -0.009 0.01
Si 13.669 0.013 8.271 0.017 -0.017 0.01
Si 10.924 8.161 8.258 0.018 0.009 0.009
Si 13.687 5.433 8.245 -0.032 0.008 -0.014
Si 10.935 13.651 8.286 0.017 0.003 0.019
Si 13.66 10.892 8.288 -0.048 -0.039 0.003
Si 1.383 4.095 9.636 0.004 -0.019 -0.001
Si 4.119 1.384 9.629 -0.028 -0.032 0
Si 1.367 9.545 9.641 -0.005 0.011 0.01
Si 4.1 6.812 9.627 -0.004 0.024 -0.01
Si 1.382 15.05 9.63 -0.011 -0.017 0.009
Si 4.107 12.292 9.624 0.01 -0.004 0.002
Si 6.832 4.096 9.624 0.018 -0.022 0.001
Si 9.569 1.363 9.631 0.029 -0.039 0.001
Si 6.817 9.529 9.616 0.025 0.003 -0.004
Si 9.542 6.802 9.607 0.029 0.013 -0.009
Si 6.833 15.042 9.637 0.016 -0.009 0.008
Si 9.555 12.28 9.631 0.001 0.002 0.006
Si 12.304 4.085 9.619 0.013 -0.009 0.003
Si 15.05 1.38 9.618 -0.017 -0.021 -0.006
Si 12.278 9.535 9.638 -0.003 0.042 0.007
Si 15.039 6.804 9.635 0.014 0.015 -0.012
Si 12.301 15.04 9.63 0.01 -0.023 0.013
Si 15.036 12.288 9.628 0.024 -0.006 -0.001

Results
total energy: -115452.442 eV
total energy less fixed offsets of O -438.35, Si -107.03 eV per atom: 13.898 eV
